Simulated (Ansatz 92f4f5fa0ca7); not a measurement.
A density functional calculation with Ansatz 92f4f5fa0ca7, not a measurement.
Periodic cell of 254 atoms, Si166O88, from a study of silicon, its oxide and their interface. The atomic structure is a simulated model.
Doubt: the cutoff is far below the 930 eV that the study's wrapper takes by default for these files, so forces and energies are approximate.
This geometry differs little from another in the collection (a relaxation step or a small displacement).

Settings: functional PBE; potential files Ansatz PAW; basis plane waves; wave-function cutoff 580 eV; density cutoff ratio 5; exchange-correlation grid ratio 1; k mesh 1 x 1 x 1, Gamma-centred; self-consistency stop 5e-08 eV per atom in the density residual; occupations fixed; spin none; net charge 0.

Cell vectors (angstrom)
a, 10.938, 0, 0
b, 0, 10.938, 0
c, 0, 0, 36.867

Atoms and the computed forces on them: element, x, y, z (angstrom), force x, y, z (eV/angstrom)
Si, 0, 0, 0.683, -0.0047, 0.0176, 0.0083
Si, 5.469, 0, 0.683, -0.0383, 0.0415, 0.0172
Si, 2.7345, 2.7345, 0.683, -0.0204, 0.0309, -0.0002
Si, 8.2035, 2.7345, 0.683, -0.0443, 0.0404, 0.0016
Si, 0, 5.469, 0.683, -0.0392, 0.0335, 0.0068
Si, 5.469, 5.469, 0.683, -0.0196, 0.0163, 0.0148
Si, 2.7345, 8.2035, 0.683, -0.0162, 0.0354, -0.0013
Si, 8.2035, 8.2035, 0.683, -0.0136, -0.0104, -0.0111
Si, 1.3673, 1.3673, 2.0503, -0.034, 0.0959, 0.0348
Si, 6.8362, 1.3673, 2.0503, 0.0034, 0.0642, 0.0679
Si, 4.1018, 4.1018, 2.0503, -0.0892, 0.0348, 0.0461
Si, 9.5708, 4.1018, 2.0503, -0.1034, 0.0407, 0.0035
Si, 1.3673, 6.8362, 2.0503, -0.0283, 0.079, 0.0453
Si, 6.8362, 6.8362, 2.0503, 0.0241, 0.0682, 0.0129
Si, 4.1018, 9.5708, 2.0503, -0.0574, -0.0223, 0.0252
Si, 9.5708, 9.5708, 2.0503, -0.1277, 0.043, 0.0483
Si, 2.7345, 0, 34.8155, 0.0882, -0.0523, 0.094
Si, 8.2035, 0, 34.8155, 0.017, 0.0094, -0.0703
Si, 0, 2.7345, 34.8155, -0.0125, -0.0577, -0.1128
Si, 5.469, 2.7345, 34.8155, 0.1002, -0.0453, 0.135
Si, 2.7345, 5.469, 34.8155, 0.0715, -0.0171, -0.1564
Si, 8.2035, 5.469, 34.8155, 0.0503, -0.1452, 0.0725
Si, 0, 8.2035, 34.8155, 0.0466, -0.0444, 0.1353
Si, 5.469, 8.2035, 34.8155, 0.0518, -0.0262, -0.1018
Si, 4.1018, 1.3673, 36.1827, 0.0333, -0.031, 0.0021
Si, 9.5708, 1.3673, 36.1827, -0.0014, 0.0051, 0.0117
Si, 1.3673, 4.1018, 36.1827, 0.0417, -0.0433, -0.0156
Si, 6.8362, 4.1018, 36.1827, 0.0256, -0.038, 0.0146
Si, 4.1018, 6.8362, 36.1827, 0.02, -0.0367, -0.0012
Si, 9.5708, 6.8362, 36.1827, 0.0423, -0.0097, -0.0048
Si, 1.3673, 9.5708, 36.1827, 0.0338, -0.0425, 0.0039
Si, 6.8362, 9.5708, 36.1827, -0.0056, -0.0085, 0.0021
Si, -0.2317, 0.3722, 26.5558, 0.0451, 0.0009, 0.1151
Si, 5.6324, -0.1975, 26.9219, 0.0035, 0.0309, -0.0633
Si, 2.5283, 3.0672, 26.6372, 0.0011, 0.0021, 0.0023
Si, 8.4311, 2.4965, 26.9601, -0.0081, -0.0123, -0.0302
Si, 0.726, 4.7914, 26.4968, 0.005, -0.0092, -0.0248
Si, 5.0123, 5.826, 26.8601, -0.0349, -0.0302, 0.0215
Si, 3.436, 7.596, 26.6534, 0.0389, -0.0051, -0.0029
Si, 7.3871, 8.2363, 26.2231, 0.0154, -0.0119, -0.0065
Si, 1.4183, 1.4132, 27.9341, -0.0336, -0.0256, -0.0242
Si, 6.9299, 1.2495, 28.2228, -0.0085, -0.0147, 0.0111
Si, 4.1051, 4.0448, 28.0584, 0.0006, 0.0444, -0.0102
Si, 9.8302, 4.0715, 27.9632, -0.0017, 0.0247, 0.018
Si, 1.5631, 6.652, 27.7694, -0.0197, 0.0183, 0.0123
Si, 6.7671, 6.821, 28.0151, -0.0043, 0.0056, -0.0164
Si, 4.132, 9.4022, 28.0695, -0.0203, -0.0145, 0.0182
Si, 9.7147, 9.5169, 27.7544, 0.0366, 0.0076, -0.0239
Si, 2.7344, -0.0559, 29.2777, -0.0092, 0.0185, -0.0114
Si, 8.3455, -0.1883, 29.3824, -0.017, 0.0204, 0.0319
Si, 0.0869, 2.6816, 29.4312, 0.0279, -0.0017, 0.0171
Si, 5.5048, 2.6903, 29.3959, -0.0048, 0.0011, 0.0025
Si, 2.77, 5.4226, 29.4168, 0.032, -0.0135, 0.0116
Si, 8.3209, 5.4697, 29.2197, 0.0047, -0.0053, -0.0008
Si, 0.1158, 8.0933, 29.1151, -0.0071, 0.0021, -0.0015
Si, 5.5104, 8.1551, 29.4957, 0.0104, -0.002, 0.0212
Si, 4.1032, 1.3101, 30.7033, 0.0083, -0.0063, 0.0012
Si, 9.6344, 1.2841, 30.7306, -0.0013, -0.0137, -0.0267
Si, 1.4101, 4.07, 30.7853, -0.0298, 0.0006, -0.0086
Si, 6.9213, 4.1066, 30.6544, 0.0036, -0.0034, 0.0049
Si, 4.1232, 6.7875, 30.7895, -0.0129, -0.0006, -0.0259
Si, 9.6484, 6.8326, 30.6155, 0.0048, -0.0003, 0.0008
Si, 1.3712, 9.5042, 30.6217, 0.0065, -0.0076, 0.0019
Si, 6.9065, 9.5196, 30.7908, -0.012, 0.0011, -0.0237
Si, 0.0495, -0.0703, 32.0773, -0.0079, 0.0051, -0.0057
Si, 5.4996, -0.0199, 32.0871, -0.0042, 0.0033, 0.0017
Si, 2.7712, 2.6885, 32.1076, 0.0042, -0.0013, -0.0015
Si, 8.2382, 2.6984, 32.048, -0.0114, 0.0072, 0.0031
Si, 0.0073, 5.4617, 32.0707, 0.0083, -0.003, -0.0019
Si, 5.5343, 5.4294, 32.0859, -0.003, -0.0076, 0.003
Si, 2.7362, 8.194, 32.0744, -0.003, -0.0023, 0.0028
Si, 8.2816, 8.1489, 32.0866, 0.0057, 0.0034, -0.0053
Si, 1.3728, 1.3444, 33.4516, -0.0011, 0.0003, -0.0006
Si, 6.8409, 1.3761, 33.4434, 0.0025, -0.001, -0.0031
Si, 4.1277, 4.0876, 33.4492, 0.0002, 0.002, 0.0016
Si, 9.5693, 4.0969, 33.4354, 0.001, 0.0021, -0.0021
Si, 1.3605, 6.8387, 33.4461, 0.0004, 0, -0.0053
Si, 6.8613, 6.829, 33.4505, -0.0021, -0.0002, -0.0002
Si, 4.1014, 9.569, 33.4441, -0.002, 0.0057, -0.0018
Si, 9.5845, 9.5611, 33.4562, 0.0055, -0.0078, -0.0008
Si, 2.7242, 0.0016, 3.4193, -0.0043, -0.0004, 0.002
Si, 8.1967, 0.0091, 3.432, -0.0011, 0.0022, 0.0022
Si, -0.0163, 2.7415, 3.4177, 0.0016, -0.0004, 0.0013
Si, 5.4597, 2.7398, 3.4235, -0.0005, 0.0023, 0.0013
Si, 2.7295, 5.481, 3.4229, 0.0001, -0.001, 0.0003
Si, 8.1946, 5.4737, 3.4278, -0.003, 0.0001, 0.0007
Si, -0.0163, 8.2079, 3.4234, -0.0006, 0, 0.0012
Si, 5.4796, 8.2194, 3.4176, -0.0033, 0.005, 0.0009
Si, 4.0817, 1.3762, 4.7872, 0.0019, -0.0019, -0.0021
Si, 9.5373, 1.4047, 4.8045, -0.0003, -0.0021, -0.0062
Si, 1.3101, 4.1468, 4.7766, 0.0033, -0.0029, -0.0072
Si, 6.7926, 4.1387, 4.8002, 0.009, -0.0082, -0.0058
Si, 4.0974, 6.8726, 4.7742, 0.0032, -0.0008, -0.0052
Si, 9.5294, 6.8703, 4.8044, -0.0027, 0.0028, -0.0061
Si, 1.3015, 9.6261, 4.7868, 0.0077, -0.0017, -0.0059
Si, 6.7946, 9.6197, 4.8129, 0.0093, -0.0074, -0.0023
Si, -0.0545, 0.0598, 6.2072, 0.0014, 0.0026, 0.002
Si, 5.4294, 0.0438, 6.2207, -0.0024, 0.0008, -0.0047
Si, 2.6677, 2.7478, 6.0864, 0, 0.0042, 0.0084
Si, 8.1403, 2.762, 6.1629, -0.005, 0.0105, 0.0041
Si, -0.0508, 5.5129, 6.1809, 0.0049, 0.0001, 0.0085
Si, 5.4291, 5.5118, 6.1848, -0.0156, -0.0096, 0.0037
Si, 2.7201, 8.2775, 6.0806, -0.0089, -0.0013, 0.0116
Si, 8.1604, 8.2592, 6.1693, -0.008, 0.0042, -0.0008
Si, 1.3298, 1.4659, 7.5474, -0.0104, 0.0098, -0.011
Si, 6.795, 1.4294, 7.6042, 0.0185, 0.0032, -0.0081
Si, 4.0025, 4.0867, 7.4549, 0.0018, 0.0011, -0.0199
Si, 9.4645, 4.1451, 7.5354, -0.022, -0.0041, -0.0215
Si, 1.391, 6.9287, 7.4418, 0.0145, 0.0037, -0.0317
Si, 6.7675, 6.9417, 7.5534, 0.0156, 0.0113, 0.0081
Si, 3.9689, 9.6487, 7.5465, -0.0012, -0.0048, -0.0054
Si, 9.4832, 9.6428, 7.5732, -0.0166, 0.0051, -0.0028
Si, 2.6715, 0.1354, 8.981, 0.0053, -0.0009, 0.0195
Si, 8.1178, 0.0537, 9.0458, -0.029, -0.0276, 0.0023
Si, -0.0858, 2.8017, 8.9028, 0.0442, 0.0323, 0.0184
Si, 5.3228, 2.7828, 8.9027, -0.0099, -0.0078, 0.0222
Si, 2.6704, 5.4794, 8.7904, -0.0101, -0.0137, 0.0155
Si, 8.125, 5.5533, 8.914, -0.0289, -0.008, 0.0305
Si, 0.0768, 8.3306, 8.7988, 0.0121, 0.0419, 0.0548
Si, 5.3129, 8.2883, 8.9085, -0.0031, -0.0094, 0.0085
Si, 4.1994, 1.2825, 10.4229, -0.0016, 0.0178, -0.0581
Si, 9.7628, 1.2389, 10.3096, -0.0066, -0.0112, -0.0032
Si, 1.0532, 4.4482, 10.1701, 0.0143, -0.06, -0.0847
Si, 6.4358, 4.4071, 10.1524, 0.0518, 0.0069, -0.0664
Si, 4.182, 6.612, 10.167, 0.0014, 0.0361, -0.0324
Si, 9.8419, 6.7571, 10.0155, -0.0519, 0.0366, -0.0456
Si, 1.1027, 9.9248, 10.3053, -0.0088, -0.0466, -0.0983
Si, 6.3841, 9.8771, 10.287, 0.0409, 0.0108, -0.0628
O, -0.0549, 0.094, 10.7815, -0.0114, 0.0082, 0.0292
O, 5.3555, 5.5512, 10.6991, -0.0004, 0.0037, 0.0388
O, 5.3294, 0.1149, 10.8416, 0.0073, -0.0116, 0.0326
O, -0.0134, 5.6449, 10.5932, 0.015, -0.0145, 0.05
O, 9.3202, 7.7637, 11.2105, 0.0007, 0.0044, 0.0025
O, 3.5208, 1.9537, 11.8017, -0.0287, 0.0276, 0.0334
O, 6.9041, 8.9589, 11.5663, 0.0165, -0.026, 0.0326
O, 3.2843, 7.1163, 11.4504, -0.014, 0.0044, 0.01
O, 9.1939, 2.0493, 11.651, -0.0142, 0.0223, 0.0084
O, 6.9413, 3.5005, 11.4374, 0.0086, -0.0085, 0.0199
O, 1.8471, 9.3475, 11.6751, 0.0204, -0.0173, 0.0404
O, 1.6782, 3.8423, 11.5553, 0.0097, -0.0031, 0.0299
O, 2.7466, 0.7901, 24.2939, 0.0225, 0.0136, 0.0258
O, 7.1444, 7.445, 24.7855, -0.0038, -0.0026, 0.0044
O, -1.4984, 1.3881, 26.2524, -0.017, 0.0065, -0.0277
O, 4.7521, 0.8021, 25.969, -0.0136, -0.0015, -0.0048
O, 6.5716, -1.2781, 26.084, -0.0254, 0.0151, 0.0062
O, 5.3567, 5.4963, 25.2528, 0.0209, 0.0076, -0.0112
O, 7.5016, 3.2765, 25.8255, 0.0069, 0.0089, 0.0008
O, 8.9599, 8.627, 26.5378, -0.0205, -0.0245, -0.0231
Si, 3.1113, 3.814, 20.4148, -0.0014, 0.005, -0.001
Si, 6.1092, 1.7116, 23.0405, 0.0038, 0.0205, -0.0057
Si, 9.5337, 9.9125, 14.5273, 0.0028, 0.0045, 0.0048
Si, 4.4438, 7.8853, 14.7956, -0.0062, 0.005, 0.0094
Si, 1.5928, -0.3259, 24.1103, 0.0213, 0.0033, -0.0003
Si, 6.8072, 6.8347, 18.2969, -0.0057, -0.0056, -0.0071
Si, 5.3595, 9.8868, 22.5433, -0.0044, -0.0019, -0.0011
Si, 0.2316, 4.2994, 21.4204, 0.0065, 0.0046, -0.0006
Si, 10.8728, 3.4313, 17.1779, 0.0055, -0.003, -0.0083
Si, 4.1975, 4.7257, 14.7472, -0.007, -0.0047, 0.0155
Si, 6.9889, 9.1079, 16.2923, 0.0026, 0.0018, 0.0031
Si, 8.113, 4.1055, 17.5943, -0.0036, 0.0028, -0.0017
Si, 2.6107, 11.7875, 16.9216, -0.0046, -0.002, -0.0075
Si, 4.9341, -0.4793, 18.0987, 0.0025, 0.0028, -0.0046
Si, 11.5533, 1.4147, 14.7891, 0.0011, 0.0011, 0.0015
Si, 4.1006, 6.3024, 22.0465, 0.0116, -0.0021, 0.0003
Si, 4.0186, 7.599, 19.119, -0.0022, 0.0006, -0.004
Si, 8.2459, 8.3637, 12.2691, -0.0131, 0.0105, 0.0066
Si, 0.9197, -0.8424, 18.5882, 0.0044, -0.0034, -0.0098
Si, 8.7576, 5.7695, 13.7252, 0.0042, 0.0078, 0.0107
Si, 14.2487, 8.1121, 24.3008, -0.017, 0.0254, -0.0181
Si, 9.2503, 10.5503, 19.8918, -0.0045, -0.0014, -0.0137
Si, 2.8989, 3.9247, 17.4248, 0.0057, 0.0068, -0.0038
Si, 10.165, 6.982, 22.2362, -0.0007, -0.0027, -0.0034
Si, 10.8142, 4.8635, 24.2485, -0.0032, -0.0054, -0.0155
Si, 4.6431, 1.1587, 20.6697, 0.0076, 0.0036, -0.0039
Si, 8.0263, 3.6063, 24.3128, -0.0249, 0.0102, -0.023
Si, 6.3788, 6.1311, 24.1454, 0.002, -0.0017, -0.0115
Si, 7.1141, 3.6204, 14.9866, 0.0035, -0.004, 0.0064
Si, -1.5374, 2.5652, 19.6484, 0.0014, 0, -0.005
Si, 3.8169, 12.7045, 25.0423, 0.0001, -0.0396, -0.0213
Si, 7.5939, 8.2654, 20.8928, -0.0045, -0.0005, 0.0023
Si, 2.465, 2.9276, 12.6439, 0.0135, -0.0174, 0.0112
Si, 2.1302, 7.7594, 16.9571, 0.0075, -0.0006, -0.0054
Si, 2.5905, 8.1443, 12.508, -0.0034, 0.0092, 0.0021
Si, 0.5707, 9.6207, 21.4942, 0.0194, -0.0055, 0.0044
Si, 8.2506, 3.1775, 12.3551, 0.0044, -0.0138, 0.0035
Si, 0.3894, 7.3165, 14.6363, 0.0035, -0.0047, 0.0094
O, 4.551, 17.2264, 14.377, 0.0019, -0.0041, -0.0126
O, 14.5092, 4.826, 16.2543, -0.0003, -0.004, -0.0021
O, 9.6374, 3.7239, 24.3564, 0.0109, 0.0058, 0.0078
O, 7.2421, 7.0545, 19.8582, -0.0004, -0.0053, -0.0042
O, 7.1749, 5.388, 17.7228, 0.0053, -0.0016, 0.0026
O, 5.0799, 0.7621, 19.1505, -0.0031, -0.0045, -0.0043
O, 7.9122, 7.0927, 13.2438, 0.0019, -0.0094, -0.0103
O, 1.7655, 0.5569, 15.5645, 0.0133, 0.0002, 0.0105
O, -0.417, 2.4459, 18.4484, -0.0019, 0.0009, 0.0023
O, 0.3878, 8.1205, 22.0944, -0.0047, 0.0073, -0.0001
O, 9.0134, 4.6236, 12.5688, -0.0015, 0.0089, -0.0116
O, 1.3028, 4.2454, 17.4809, -0.0023, -0.001, 0.0001
O, 5.8916, 8.5536, 15.1876, 0.0099, 0.0043, -0.006
O, 1.3165, 10.62, 22.5175, -0.0048, -0.0102, -0.0111
O, 3.2026, 3.9653, 13.6827, 0.0123, 0.0139, -0.0021
O, 7.4873, 5.0224, 23.7514, 0.0033, -0.0143, 0.0145
O, 1.3718, 9.5503, 20.0676, -0.0021, -0.0004, -0.0062
O, 7.7401, 2.6422, 13.8224, -0.0103, 0.0001, 0.0088
O, 2.004, 9.0783, 24.4898, 0.0145, 0.009, 0.0005
O, 10.6407, 8.771, 14.8775, 0.001, -0.0007, -0.0099
O, -0.4627, 5.7701, 21.1732, -0.0007, -0.0065, 0.0053
O, 10.0603, 10.3115, 21.2769, -0.0104, 0.0007, 0.0036
O, 5.8614, 1.9347, 21.4392, -0.0074, -0.0038, -0.0097
O, 4.8601, 2.3778, 23.9088, -0.001, -0.0231, 0.0131
O, 8.0418, -1.4544, 19.8976, 0.0027, 0.0027, 0.0027
O, 11.6987, 4.2558, 22.982, 0, -0.0025, -0.004
O, 8.1833, 3.4917, 19.0985, -0.0016, 0.0032, 0.0012
O, -0.8731, 3.1571, 21.0204, -0.0032, -0.005, -0.001
O, 7.82, 5.0949, 14.865, -0.0064, -0.0081, -0.0048
O, -1.3075, 4.4861, 17.0853, -0.0016, 0.0008, -0.0009
O, 5.5225, 3.7842, 14.7637, -0.0002, 0.0044, -0.0112
O, 3.3956, 2.2196, 20.6673, 0.0002, 0.0011, 0.0046
O, 0.3069, 0.0105, 25.0429, 0.0138, -0.0138, -0.0504
O, 3.1218, 2.38, 16.9821, -0.0021, -0.0039, -0.0015
O, 3.065, 6.8634, 23.2198, 0.0005, -0.0072, -0.0043
O, 13.5629, 7.1212, 18.3867, -0.0032, 0.0009, 0.0011
O, 1.4649, 7.3693, 13.4061, -0.0108, -0.0042, -0.0025
O, 3.5826, 4.2025, 18.8885, 0.0012, 0.0003, -0.0024
O, 3.7806, 8.6778, 13.5095, 0.0091, -0.0052, -0.0023
O, 10.2127, 6.1924, 14.2939, 0.0054, 0.0026, -0.0129
O, 3.9162, -0.0967, 16.8903, 0.0001, -0.002, 0.0002
O, 10.2398, 6.3419, 23.7549, -0.0036, 0.0103, -0.0035
O, 7.5422, 2.393, 23.3585, -0.0019, -0.0028, 0.0035
O, 7.4422, 3.0766, 16.4942, 0.001, -0.0031, 0.0046
O, 5.5815, 6.3927, 22.7434, -0.0194, 0.0015, -0.0105
O, 11.0117, 2.6072, 15.7727, -0.0038, 0.0083, 0.0024
O, 8.2752, 9.8193, 15.5769, -0.0093, -0.0029, -0.0039
O, 10.2815, 11.3664, 14.4838, -0.0012, -0.003, -0.009
O, 10.2364, 10.3064, 18.6064, -0.0032, -0.0008, 0.0027
O, 1.2894, 9.0847, 17.3827, -0.0005, -0.0003, 0.0013
O, 6.2287, 11.0362, 23.3267, -0.0055, -0.0074, 0.0035
O, 6.3463, 8.8686, 21.7441, 0.0126, -0.0035, -0.0023
O, 1.5121, 4.0745, 20.4671, 0.0005, -0.0037, 0.0046
O, 8.9349, 9.6177, 13.0394, 0.0054, 0.003, -0.0034
O, 3.4556, 8.0978, 16.0757, -0.009, -0.0013, -0.0009
O, 3.8214, 4.7655, 21.5513, -0.0054, -0.0081, -0.0049
O, 7.491, 7.8789, 17.2445, -0.0003, -0.0035, 0.0016
O, 8.705, 1.1264, 19.9149, 0.0007, -0.003, 0.0041
O, 1.1324, 6.8658, 16.0252, 0.0063, 0.0007, 0.0025
O, 4.3188, 9.1982, 18.9418, 0.0014, -0.0018, 0.0001
O, 1.3317, 2.0418, 13.4501, -0.0111, -0.0054, -0.0037
O, 4.3515, -0.2277, 21.5217, -0.0017, 0.0064, -0.0012
O, 4.5071, 9.0351, 23.6412, 0.0042, 0.0042, -0.0008
O, 5.1873, 6.8483, 18.284, 0.0077, 0.0003, 0.002
O, 3.9858, 7.2506, 20.7135, -0.0031, 0.0057, -0.0084
O, 1.714, 0.5467, 18.2617, 0.0066, 0.002, -0.0052
O, 6.3389, -0.7488, 17.3323, -0.0087, 0.0021, 0.0006
O, 8.7198, 7.6761, 21.9217, -0.0045, 0.0072, -0.0023

Results
free energy: -155577.151 eV
free energy less fixed offsets of O -568.88, Si -635.61 eV per atom: -4.451 eV

The program warned: the cutoff lies below the one the program advises for these potential files; the exchange-correlation potential is rough where the density is thin.
